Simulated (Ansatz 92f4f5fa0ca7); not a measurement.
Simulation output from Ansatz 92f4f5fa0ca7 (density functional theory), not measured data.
Periodic cell of 237 atoms, Si146O90P1, from a study of silicon, its oxide and their interface. The atomic structure is a simulated model.
Doubt: the cutoff is far below the 930 eV that the study's wrapper takes by default for these files, so forces and energies are approximate.
This geometry differs little from another in the collection (a relaxation step or a small displacement).

Settings
functional: PBE
potential files: Ansatz PAW
basis: plane waves
wave-function cutoff: 580 eV
density cutoff ratio: 5
exchange-correlation grid ratio: 1
k mesh: 1 x 1 x 1, Gamma-centred
self-consistency stop: 5e-08 eV per atom in the density residual
occupations: fixed
spin: none
net charge: +1 e, with a uniform compensating background and no finite-size correction

Cell vectors (angstrom)
a 11.6015 0 0
b 0 10.938 0
c 0 0 32.0622

Atoms and the computed forces on them: element, x, y, z (angstrom), force x, y, z (eV/angstrom)
Si -0.1817 -0.0554 23.2516 0.0005 -0.0039 -0.0042
Si 3.6733 0.2094 23.0768 -0.0054 -0.0022 -0.0044
Si 7.5533 -0.1418 23.4513 0.0004 -0.0009 0.0013
Si 1.7017 1.392 23.4166 0.0015 0.006 -0.0055
Si 5.7421 1.4035 23.1601 0.0035 0.0049 -0.0049
Si 9.4473 1.2211 23.3509 -0.0015 0.0041 -0.0035
Si 0.1519 5.2982 23.453 -0.0013 0.0015 -0.0036
Si 4.1241 5.3061 23.4118 0.0044 -0.0086 -0.0079
Si 8.0428 5.5871 23.5901 -0.0001 -0.008 -0.007
Si 2.1508 6.6033 23.3418 -0.0075 0.0028 -0.0096
P 5.9814 6.7431 23.5704 0.0047 0.0135 -0.0279
Si 10.0103 6.8877 23.5968 0.0086 -0.0033 -0.0082
Si 1.9163 2.673 25.3825 0.0019 -0.002 0
Si 5.8452 2.6286 25.2397 0.0006 -0.0023 -0.0006
Si 9.643 2.6782 25.2521 -0.0027 -0.0024 0.0024
Si 11.605 4.0093 25.3897 0.0014 0.0014 -0.0006
Si 3.9249 3.9666 25.3371 -0.0027 0.0009 -0.0013
Si 7.7411 4.0699 25.3746 0.0038 0.0005 -0.0024
Si 1.9729 8.1516 25.1757 -0.002 -0.0015 0
Si 5.7827 8.1784 25.3819 -0.0002 0.0042 -0.0016
Si 9.7244 8.2635 25.4437 -0.0023 0.0003 -0.0003
Si 11.6459 9.5745 25.2465 0.0004 0.004 0.0004
Si 3.8628 9.5859 25.0335 0.0029 0.0043 0.0046
Si 7.71 9.5248 25.4117 -0.0026 0.0019 0.0028
Si 11.6581 -0.0086 27.2001 -0.0003 0.001 0.0008
Si 3.9175 -0.0666 27.1074 -0.0016 0.0009 -0.002
Si 7.7641 -0.0266 27.3062 0.002 0.0005 0.0005
Si 2.0021 1.3105 27.2774 -0.0001 -0.0016 0.0003
Si 5.8386 1.3145 27.2026 0.0009 -0.0031 -0.0012
Si 9.6984 1.3302 27.2059 0.0002 -0.0018 -0.0014
Si 11.5992 5.4693 27.2406 -0.0003 -0.0011 -0.0008
Si 3.8494 5.419 27.2236 0.0014 -0.0016 0.0003
Si 7.732 5.4585 27.2831 -0.0001 -0.0018 0.0004
Si 1.9428 6.8242 27.1617 -0.001 0 0.0002
Si 5.771 6.7763 27.2791 0.0002 -0.0022 0.0023
Si 9.6674 6.8217 27.304 0.0006 0.0006 0.0009
Si 1.9548 2.7135 29.1869 -0.0009 0.0001 -0.0012
Si 5.8037 2.7183 29.1266 -0.0001 0.0018 0.0013
Si 9.6868 2.7214 29.1432 -0.0003 0 -0.0004
Si 0.0215 4.0894 29.1609 -0.0001 -0.0006 0.0018
Si 3.8726 4.0854 29.1769 -0.0002 0.0017 0.0022
Si 7.7427 4.0804 29.1953 0.0012 0.0006 0.0012
Si 1.9471 8.1874 29.1124 -0.0001 0.0014 0.0021
Si 5.8035 8.1895 29.1817 0.0013 0.0014 0.0001
Si 9.6829 8.1944 29.2243 0.0002 0.0008 0.0009
Si 0.0157 9.5606 29.1451 0.0008 0.0004 -0.0013
Si 3.8796 9.5569 29.1035 -0.0006 -0.0011 0.0014
Si 7.7449 9.5441 29.2203 -0.0013 0.0003 -0.0019
Si 0.0087 -0.0007 31.0919 -0.0001 -0.0011 -0.0002
Si 3.8674 0.0047 31.0592 0 -0.001 -0.0002
Si 7.736 0.0095 31.1215 0.0003 -0.0001 0.0006
Si 1.9364 1.3685 31.123 -0.0001 0.0006 0.0013
Si 5.8015 1.3685 31.0672 -0.0003 -0.0004 0.0007
Si 9.6754 1.3627 31.0915 0.0002 0.0011 0.0002
Si 0.0182 5.4642 31.0931 0 0.0001 0.0004
Si 3.8752 5.476 31.1018 0 -0.0009 0.0012
Si 7.749 5.4664 31.127 -0.0003 -0.0001 0.0006
Si 1.9441 6.8416 31.0677 0.0003 -0.0007 -0.0007
Si 5.8114 6.8286 31.1126 -0.0002 -0.0019 -0.0002
Si 9.6878 6.8263 31.1492 -0.0003 -0.0008 -0.0006
Si 1.9367 2.7534 0.9913 -0.0002 0.0001 0.0006
Si 5.8009 2.7523 0.929 0.0004 0.0008 0.0018
Si 9.6721 2.7375 0.9685 -0.0003 -0.0002 0
Si -0.0059 4.1097 0.9633 0.0009 -0.0002 -0.0001
Si 3.8701 4.1191 0.9802 0 0.0002 -0.0009
Si 7.7447 4.1113 1.0017 -0.0006 -0.0006 -0.0012
Si 1.9353 8.2182 0.9419 -0.0002 0.0004 0
Si 5.8017 8.23 0.9615 -0.0005 0.0004 -0.0001
Si 9.6742 8.2235 1.0103 0.0005 0.0001 -0.0012
Si 0.0037 9.5922 0.9835 0.0004 0 0.0002
Si 3.8645 9.5922 0.9553 -0.0001 -0.0001 -0.0001
Si 7.7422 9.5814 0.9894 -0.0007 0.0001 0.0008
Si 11.6141 0.0398 2.9224 0.0001 0.0003 0.0003
Si 3.8601 0.0272 2.9108 -0.0001 0.0006 0.0002
Si 7.7444 0.0279 2.906 0 0.0002 -0.0002
Si 1.9391 1.4062 2.9321 0.0002 -0.0002 0
Si 5.815 1.3712 2.8355 0.0001 -0.0004 -0.0007
Si 9.665 1.3902 2.9206 -0.0001 -0.0006 -0.0001
Si 11.5697 5.51 2.8689 -0.0001 -0.0002 -0.0002
Si 3.881 5.503 2.9126 -0.0001 -0.0006 0.0003
Si 7.741 5.5199 2.9246 -0.0003 -0.0003 0.0004
Si 1.918 6.8288 2.8575 0.0001 0.0002 -0.0001
Si 5.8128 6.8666 2.8848 -0.0002 0.0004 -0.0004
Si 9.6642 6.9061 2.9771 0.0001 -0.0002 0.0005
Si 1.9144 2.8403 4.8266 -0.0006 0.0001 -0.0004
Si 5.8376 2.7299 4.7466 -0.0009 0.0003 -0.0009
Si 9.5987 2.8046 4.8302 -0.0008 0.0001 -0.0006
Si 11.5425 4.14 4.7773 0 -0.0003 0
Si 3.9205 4.1045 4.8254 -0.0002 0.0002 -0.0002
Si 7.7169 4.2124 4.8896 -0.0001 -0.0003 0.0001
Si 1.8911 8.1552 4.7996 0.0004 0.0001 -0.0003
Si 5.8113 8.2664 4.7842 0.0003 -0.0002 0
Si 9.6645 8.3307 4.9152 0.0006 0.0003 -0.0004
Si 11.6365 9.6603 4.8885 0.0009 -0.0001 -0.0004
Si 3.8212 9.493 4.786 0.0005 -0.0003 -0.0009
Si 7.7237 9.6836 4.8913 0.0004 -0.0003 -0.0005
Si 11.5953 0.24 6.7795 -0.0011 -0.0003 0.0031
Si 3.7509 -0.0469 6.6558 -0.0013 0.001 0.0013
Si 7.7111 0.0619 6.9147 -0.0001 -0.0014 0.0027
Si 2.048 1.512 6.7641 0.0022 -0.0004 0.0021
Si 5.711 1.2807 6.626 -0.0006 0.0003 0.002
Si 9.6426 1.5263 6.827 0.0011 0.0016 0.0017
Si 11.5262 5.5052 6.6954 -0.0002 0.0003 0.0012
Si 3.9833 5.4403 6.7933 0.0005 0.0003 0.0013
Si 7.7393 5.6802 6.8366 -0.0016 -0.0003 0.0029
Si 1.9753 6.648 6.6521 0.0003 0.0001 0.0025
Si 5.8126 6.9839 6.7462 -0.0001 0 0.0011
Si 9.7569 7.0472 6.9186 0.0008 0.0002 0.0024
O 9.9995 7.9757 8.3058 -0.0016 -0.003 -0.0022
O 7.6598 9.9399 8.2227 0.0013 0.0025 -0.0013
O 7.4019 4.7493 8.175 -0.0002 0.0031 -0.0029
O 3.3592 10.3502 8.2006 -0.0007 0.0004 -0.0038
O 2.024 7.5578 8.0253 -0.0002 -0.002 -0.0028
O 4.0035 4.5943 8.2472 -0.0004 0.002 -0.0007
O 9.769 2.4604 8.2084 -0.0012 -0.0025 -0.0019
O 2.6183 2.3469 8.1205 -0.0022 -0.002 -0.0011
O 11.3882 4.5733 8.059 0.0012 0.0022 -0.0014
O 5.363 2.3823 7.8129 0.0021 -0.003 -0.0016
O 5.8087 7.9967 8.076 -0.0004 -0.0023 -0.0013
O 11.2996 10.3216 8.1538 -0.0003 0.0033 -0.0022
O 11.2941 10.0838 21.7801 0.0013 0.004 0.005
O 3.2025 10.7435 21.5048 0.0056 0.0012 0.0044
O 5.805 7.643 22.2273 0.0073 -0.0087 0.0107
O 4.3554 4.5521 21.9533 0.0062 0 -0.0002
O 7.6632 9.6157 22.2412 0.0019 0.0018 -0.0015
O 10.3018 7.69 22.185 -0.0032 -0.0052 0.0084
O 1.6689 2.456 22.1398 -0.002 -0.0033 0.0014
O 5.9471 2.4434 21.8575 0.0002 -0.0047 0.0033
O 8.3129 4.7361 22.2136 -0.0092 0.0083 0.0011
O -0.1111 4.423 22.0464 0.0018 -0.0006 0.0034
O 2.3388 7.353 21.8871 -0.0003 -0.0056 0.0076
O 9.1096 1.8871 21.8667 0.0013 0.0008 -0.0004
Si 1.9103 7.7913 9.6101 -0.0013 -0.0012 0.0018
Si 5.0674 0.5793 17.6786 0.0026 0.0053 0.0025
Si 2.4787 5.414 14.019 -0.0002 -0.0014 0.0014
Si 10.5325 3.8809 14.0223 -0.0009 -0.0005 0.0024
Si 8.27 2.3795 15.2522 0.0051 -0.0022 0.0019
Si 9.5865 2.2263 20.3473 0 0.0063 -0.0033
Si 10.5085 3.6519 9.0672 0.0006 -0.0001 0.0019
Si 0.0293 2.3247 11.5584 0.0002 0.0026 0.0016
Si 11.0248 8.1451 15.4036 0.0002 -0.001 0.0014
Si 5.1603 6.9261 14.0024 -0.0014 0.0005 0.002
Si 5.7582 2.6233 11.1193 0.0018 -0.0004 0.0007
Si 8.5714 7.6727 19.3892 0.0088 -0.0008 -0.0084
Si 8.1436 4.8495 20.5911 0.0001 -0.0153 -0.0057
Si 5.931 9.5828 15.1892 0.0005 -0.0014 -0.0003
Si 2.0788 7.6209 20.301 -0.0005 -0.0038 -0.0023
Si 1.8912 4.8828 18.7602 0.001 -0.0041 0.0011
Si 4.4596 3.4283 18.006 0.0005 -0.0003 -0.0005
Si 8.5065 8.9384 16.819 0.0017 -0.0003 -0.0002
Si 0.8305 9.4913 13.3042 -0.0002 -0.0003 0.0016
Si 9.9101 10.659 11.7273 0.0004 0.0022 0.0013
Si 5.3823 3.7098 20.9707 -0.0062 0.0043 -0.0124
Si 0.5578 5.5127 16.2471 -0.0009 0.0009 -0.0007
Si 10.7796 9.1572 9.1532 0.001 0.0002 0.0025
Si 6.5661 8.8283 21.3339 -0.0107 0.0016 -0.0084
Si 7.1076 7.1205 11.4939 0.0011 -0.0011 0.0026
Si 2.6707 0.7414 12.216 -0.0008 0.0011 0.0006
Si 10.8715 8.6884 21.0303 -0.0028 0.0009 -0.0037
Si 6.0187 4.3171 15.6423 -0.0019 -0.001 0.0027
Si 7.0764 0.4852 12.9732 0.0005 0.001 0.0028
Si 4.0631 2.9876 8.5949 0.0005 0.0009 0.0015
Si 0.8713 6.7563 11.9018 -0.0016 0.001 -0.0003
Si 6.5597 9.0594 9.0746 -0.0012 -0.0012 0.0013
Si 0.6757 3.2823 21.1545 0.002 0.001 -0.0077
Si 9.7844 6.5421 12.8953 -0.0005 0 0.001
Si 7.7239 4.5458 9.7589 0.0004 0.0001 0.0011
Si 3.9645 10.0526 20.22 0.0078 0.005 -0.0059
Si 4.2568 3.0395 13.5229 -0.0004 0.0017 0.0022
Si 3.8447 10.0188 9.7319 -0.0004 0.0002 0.0014
Si 8.075 0.7887 18.0215 -0.0016 0.0008 -0.0009
O 11.4867 3.2621 12.8721 -0.0003 -0.0019 -0.0041
O 9.3495 4.4787 9.8811 0.0006 -0.0004 0
O 8.9275 3.6341 19.8845 -0.0052 0.0137 0.019
O 4.1146 -0.0851 18.8278 0.002 -0.0079 0.0116
O 11.2848 4.5385 15.3018 0.0004 0.0012 -0.0015
O 9.85 9.7977 10.3323 0.0013 -0.0023 -0.0024
O 3.7719 1.5332 13.1303 -0.0001 -0.0011 -0.0012
O 0.6517 9.069 14.8718 -0.0005 0.0003 -0.0018
O 6.4959 1.0183 18.3712 -0.0023 0.0001 -0.0043
O 4.6852 3.1727 19.6162 0.0068 0.0078 0.0187
O 6.2544 1.1853 11.7409 0.0001 0.0004 0.0014
O 0.5455 8.6485 9.8699 -0.0013 0.0007 -0.0006
O 5.6115 4.3089 17.2392 -0.0021 -0.0006 -0.0014
O 8.4341 7.2483 12.4015 -0.005 -0.0001 -0.0017
O 4.4147 2.6425 10.1555 -0.002 0.0003 -0.0028
O 2.0505 5.6135 15.5795 -0.0017 -0.0022 -0.004
O 3.3595 0.0718 10.9082 0.0003 -0.001 -0.0011
O 5.8773 7.2089 12.5592 0.0027 0 -0.0018
O 2.2947 6.3494 19.3338 -0.0004 0.001 0
O 0.6075 4.9248 17.7679 0.0025 0.0007 0.0004
O 8.4164 10.7003 12.381 -0.0009 0.0006 0.0013
O 5.4641 10.0926 9.6842 0.0005 -0.0006 0.0001
O 0.5513 8.1519 20.1887 0.0002 0.0005 -0.0018
O 9.738 2.6125 14.6357 -0.0118 -0.0007 0.0001
O 2.0018 10.6007 13.2285 0.0009 0.0008 -0.0006
O 9.9644 9.1149 16.1472 -0.002 -0.0008 -0.0002
O 6.1357 10.336 13.7545 0.0015 0.0006 0.0009
O 7.4255 1.5763 14.1293 0.0023 -0.002 0.0012
O 1.62 3.9526 20.0487 -0.0067 -0.0012 0.0028
O 5.9013 5.7839 14.9312 0.0003 -0.0002 -0.0006
O 7.3643 8.9603 15.6775 -0.0002 0.0008 -0.0003
O 1.5074 1.6861 11.6175 -0.0016 0.0007 0.0016
O 7.1705 8.2974 10.3695 -0.0015 0.0015 -0.0014
O 4.3058 1.9656 17.2913 0.0022 -0.0036 0.0003
O 7.0418 3.1716 10.2874 0.0008 0.001 0.0011
O 11.5458 7.0085 16.4364 0.0013 -0.0023 -0.0012
O 8.2614 10.1379 17.8623 -0.0002 0.0001 -0.0016
O 3.267 8.5396 10.0992 0.0005 0.0012 0.0011
O 7.5647 3.8184 15.5496 0.001 -0.0021 -0.0005
O 3.0906 4.2675 17.8775 -0.0055 0.0016 0.0018
O 2.8944 3.8922 13.6732 0.0002 0.0036 -0.0001
O 1.339 8.2145 12.4482 0 -0.0011 -0.0009
O 1.1944 5.6928 13.0741 0.0014 0.0002 0.0014
O 4.9881 8.2934 14.8841 0.0025 0.0015 -0.0004
O 11.2142 2.3115 20.3867 -0.0047 0.0041 0.0034
O 10.9784 9.9982 12.763 -0.0012 0.0004 -0.0003
O 5.2993 3.5777 12.3727 0.0003 -0.0002 0.0001
O 5.0591 3.1988 14.9283 -0.0009 0.0006 -0.0021
O 6.5268 4.7471 20.4195 0.0157 -0.0131 0.0001
O 8.4491 1.5534 16.6444 -0.0005 0.0035 -0.0072
O 10.4099 1.2464 11.4555 -0.0003 0.0005 0.0006
O 10.8644 6.6435 11.6693 0.0006 0.0006 0.0006
O 3.1908 8.6935 19.8211 0.001 -0.0018 -0.0011
O 1.7049 6.4468 10.5259 0.0002 0.0013 0
O 7.1391 8.1323 20.0107 -0.0215 0.0097 0.0202
O 8.4706 7.5945 17.7664 -0.0003 0.0011 0.0022
O 3.6651 6.4337 13.6365 -0.0014 -0.001 0.0016
O 9.538 4.9914 13.3426 0.0006 0.0009 0.0003
O 5.4526 9.8749 20.8585 0.0037 -0.0151 0.0027
O 10.3061 7.3914 14.1665 -0.0001 0.0015 -0.0001
O 8.8237 6.1793 19.9768 -0.005 -0.0121 0.0036
O 7.0877 5.7192 10.6748 0.0013 0.0013 0.0016
O 5.2962 10.5452 16.374 -0.0001 0.0006 -0.0008
O 9.0617 1.1558 19.2605 0.0025 0.0052 0.0029
O 11.5828 3.1533 10.1644 -0.0011 -0.0005 0.001
O 9.6963 8.7427 19.9057 0.0038 0.0019 0.0015

Results
free energy: -144757.048 eV
free energy less fixed offsets of O -568.88, P -755.39, Si -635.61 eV per atom: -3.398 eV

The program warned: the cutoff lies below the one the program advises for these potential files; the exchange-correlation potential is rough where the density is thin.
